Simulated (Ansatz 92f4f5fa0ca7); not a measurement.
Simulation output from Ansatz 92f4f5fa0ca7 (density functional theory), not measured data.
Periodic cell of 273 atoms, Si166O106B1, from a study of silicon, its oxide and their interface. The atomic structure is a simulated model.
Doubt: the cutoff is far below the 930 eV that the study's wrapper takes by default for these files, so forces and energies are approximate.
This geometry differs little from another in the collection (a relaxation step or a small displacement).

Settings
functional: PBE
potential files: Ansatz PAW
basis: plane waves
wave-function cutoff: 580 eV
density cutoff ratio: 5
exchange-correlation grid ratio: 1
k mesh: 1 x 1 x 1, Gamma-centred
self-consistency stop: 5e-08 eV per atom in the density residual
occupations: fixed
spin: none
net charge: -1 e, with a uniform compensating background and no finite-size correction

Cell vectors (angstrom)
a, 11.6015, 0, 0
b, 0, 13.3963, 0
c, 0, 0, 29.8085

Atoms: element, x, y, z (angstrom)
Si, 11.5608, 0.1878, 22.9094
Si, 3.932, 0.1609, 23.0417
Si, 7.675, 0.1307, 23.1518
Si, 2.0841, 3.5167, 22.9494
Si, 5.9083, 3.7061, 23.0081
Si, 9.7734, 3.5451, 23.0389
Si, 11.7196, 6.8305, 23.1468
Si, 3.9196, 7.0238, 23.2599
Si, 7.8086, 6.8907, 23.2525
Si, 2.0427, 10.2302, 23.2807
Si, 5.8546, 10.0908, 23.3384
Si, 9.8443, 10.0738, 23.2333
Si, 11.7152, 2.3934, 23.7509
Si, 4.0064, 2.4129, 23.7536
Si, 7.7944, 2.4269, 23.7709
Si, 2.0326, 5.7027, 24.0092
Si, 5.8405, 5.8317, 23.994
Si, 9.751, 5.7368, 23.9099
Si, 11.7542, 9.0166, 24.043
Si, 3.9139, 9.1336, 24.2392
Si, 7.8531, 9.0831, 24.0488
Si, 1.9268, 12.5069, 23.8033
Si, 5.7861, 12.375, 23.937
Si, 9.6904, 12.3919, 23.769
Si, 11.6749, 2.368, 26.165
Si, 3.9058, 2.3826, 26.1619
Si, 7.7572, 2.3133, 26.1759
B, 1.9889, 5.6164, 26.1804
Si, 5.7774, 5.6677, 26.3324
Si, 9.7635, 5.623, 26.2728
Si, 11.719, 8.8983, 26.3701
Si, 3.8385, 8.943, 26.5287
Si, 7.7916, 9.005, 26.3794
Si, 1.9409, 12.3755, 26.2046
Si, 5.7784, 12.3302, 26.2939
Si, 9.7129, 12.3441, 26.1702
Si, 1.9841, 1.204, 26.971
Si, 5.8037, 1.206, 26.9995
Si, 9.7203, 1.203, 26.9506
Si, 11.8606, 4.6405, 26.8964
Si, 3.693, 4.6433, 26.9084
Si, 7.758, 4.523, 27.0331
Si, 1.969, 7.5463, 27.012
Si, 5.8492, 7.8831, 27.1521
Si, 9.7217, 7.8442, 27.0787
Si, 11.636, 11.1913, 26.9983
Si, 3.8395, 11.229, 27.1064
Si, 7.7684, 11.2626, 27.0396
Si, 1.9539, 1.1287, 29.3615
Si, 5.7953, 1.128, 29.3864
Si, 9.6603, 1.1286, 29.3475
Si, 0.0378, 4.4687, 29.3026
Si, 3.8573, 4.4628, 29.2936
Si, 7.7226, 4.4637, 29.4007
Si, 1.9438, 7.7421, 29.3804
Si, 5.8265, 7.8256, 29.5008
Si, 9.693, 7.7893, 29.4268
Si, 0.0099, 11.1676, 29.3613
Si, 3.86, 11.1997, 29.4568
Si, 7.7597, 11.1838, 29.3943
Si, -0.0018, 0.0028, 0.3158
Si, 3.8695, 0.0162, 0.4351
Si, 7.7209, -0.0003, 0.3727
Si, 1.952, 3.3479, 0.3376
Si, 5.7676, 3.3504, 0.3766
Si, 9.6778, 3.3638, 0.3187
Si, 0.0095, 6.6574, 0.3953
Si, 3.8815, 6.6502, 0.3738
Si, 7.76, 6.682, 0.4238
Si, 1.929, 10.0068, 0.3279
Si, 5.8233, 10.0901, 0.4039
Si, 9.6863, 10.0329, 0.3551
Si, 11.5489, -0.0549, 2.68
Si, 3.8417, -0.0711, 2.8258
Si, 7.6643, -0.0935, 2.7523
Si, 1.9339, 3.263, 2.6967
Si, 5.7412, 3.2728, 2.7827
Si, 9.6097, 3.3063, 2.702
Si, 11.5732, 6.6178, 2.7513
Si, 3.8701, 6.6018, 2.7194
Si, 7.7437, 6.6311, 2.7858
Si, 1.9219, 9.9795, 2.6972
Si, 5.8283, 10.0427, 2.775
Si, 9.6817, 9.9707, 2.7184
Si, 11.5567, 2.1924, 3.3999
Si, 3.8102, 2.1296, 3.6459
Si, 7.6829, 2.1192, 3.519
Si, 1.9098, 5.4844, 3.46
Si, 5.8036, 5.5168, 3.5627
Si, 9.6575, 5.5019, 3.6083
Si, 11.6128, 8.8558, 3.5325
Si, 3.8929, 8.8575, 3.3987
Si, 7.7489, 8.8739, 3.5422
Si, 1.8534, 12.2111, 3.5108
Si, 5.7592, 12.2167, 3.7467
Si, 9.6221, 12.1935, 3.4804
Si, 11.4777, 2.1517, 5.7243
Si, 3.7268, 2.0249, 6.0679
Si, 7.6054, 1.9673, 5.8969
Si, 1.8797, 5.3961, 5.7936
Si, 5.8026, 5.4568, 5.9356
Si, 9.6237, 5.4309, 6.0078
Si, 11.6374, 8.7856, 5.9112
Si, 3.9127, 8.7825, 5.7206
Si, 7.7765, 8.807, 5.9151
Si, 1.776, 12.1476, 5.8887
Si, 5.7184, 12.1146, 6.2492
Si, 9.5842, 12.1043, 5.8395
Si, 1.6278, 0.965, 6.709
Si, 5.6695, 0.9837, 7.0042
Si, 9.6331, 0.9332, 6.5667
Si, 11.5756, 4.3036, 6.7057
Si, 3.8245, 4.3151, 6.561
Si, 7.6923, 4.1705, 6.6213
Si, 2.0288, 7.6204, 6.4963
Si, 5.8281, 7.7302, 6.6848
Si, 9.719, 7.6948, 6.7204
Si, 11.4494, 10.9823, 6.7588
Si, 3.6507, 10.9295, 6.6333
Si, 7.7595, 10.9723, 6.854
O, 9.903, 7.8869, 8.386
O, 9.8984, 0.8271, 8.2209
O, 1.0295, 0.9109, 8.2993
O, 3.077, 10.5603, 8.153
O, 5.8117, 7.8979, 8.3541
O, 5.6101, 1.1802, 8.6956
O, 3.7694, 4.3248, 8.2114
O, 7.6443, 3.7226, 8.2493
O, 0.0536, 4.262, 8.3826
O, 11.1514, 10.9396, 8.4152
O, 8.1256, 10.7733, 8.4964
O, 2.3685, 7.4877, 8.1055
O, 11.4238, 0.2092, 21.2239
O, 9.7591, 3.6468, 21.3681
O, 4.0698, 7.5254, 21.6506
O, 6.0271, 4.2005, 21.3889
O, 5.7127, 9.7257, 21.7085
O, 2.1738, 3.4626, 21.2494
O, 7.3585, 13.4605, 21.5085
O, 4.0577, 0.1456, 21.375
O, 7.7899, 6.9756, 21.5965
O, 2.1137, 10.181, 21.6235
O, 11.6613, 6.9328, 21.4741
O, 10.1242, 9.6217, 21.6355
Si, 11.5761, 6.4423, 11.2813
Si, 1.5592, 10.3545, 16.2668
Si, 0.2243, 3.6808, 9.8964
Si, 8.0816, 12.8708, 20.1864
Si, 2.8366, 10.459, 9.7462
Si, 2.5685, 10.4023, 20.0879
Si, 10.3679, 3.7203, 19.8605
Si, 0.2451, 12.8004, 17.0984
Si, 10.8156, 0.709, 19.7847
Si, 3.1583, 7.7419, 16.2256
Si, 0.3751, 6.4882, 19.9502
Si, 9.3806, 2.5237, 14.2892
Si, 2.903, 2.539, 11.0337
Si, 5.1223, 11.9903, 15.3625
Si, 4.8918, 8.647, 20.7792
Si, 3.6009, -0.3977, 11.2853
Si, 5.5773, 8.8932, 14.7871
Si, -0.1695, 11.3117, 9.9859
Si, 9.4205, 10.012, 20.2232
Si, 3.4642, 0.062, 19.8617
Si, 7.4653, 4.6959, 9.5336
Si, 2.3599, 12.3492, 14.1657
Si, 6.1793, 0.5894, 10.1326
Si, 2.8039, 2.9271, 19.823
Si, 5.713, 4.4499, 13.6532
Si, 7.4658, 0.2164, 15.6003
Si, 9.6057, 11.3449, 15.2017
Si, 1.9829, 6.5634, 13.5406
Si, 2.8367, 3.5255, 14.0092
Si, 11.6947, 9.1747, 18.448
Si, 11.2268, 0.8692, 9.1766
Si, 9.1247, 7.3181, 9.6987
Si, 8.6737, 8.5584, 14.5694
Si, 4.7699, 7.1678, 12.3403
Si, 2.9938, 5.6206, 18.7433
Si, 2.5349, 7.3996, 9.7
Si, 6.2633, 8.4239, 9.8285
Si, 4.3281, 4.7563, 9.6535
Si, 9.3572, 10.4956, 12.2708
Si, 5.9346, 13.0451, 17.9748
Si, 7.9843, 4.9448, 18.3734
Si, 8.3028, 5.4094, 15.206
Si, 7.3265, 11.0718, 9.9069
Si, 5.4079, 4.2052, 19.8772
Si, 0.779, 1.487, 15.0372
Si, 7.5288, 7.5368, 20.1048
Si, 7.6409, 2.7892, 11.8574
O, 3.4533, 6.0804, 10.0915
O, 1.9405, 2.6548, 15.0725
O, -0.3672, 12.9413, 10.1525
O, 8.3023, 8.9267, 19.8108
O, 2.423, 1.3337, 19.589
O, 8.148, 5.3064, 16.8055
O, 2.7504, 11.991, 19.7238
O, 7.1523, 8.7665, 15.1118
O, 1.2751, 0.1806, 14.172
O, 4.4054, 3.8146, 14.4416
O, 4.2402, 3.412, 10.6165
O, 10.9477, 2.0789, 14.485
O, 11.3788, 4.8344, 10.9745
O, 10.8382, 12.0184, 16.0443
O, 8.9322, 6.9092, 14.7673
O, 1.7792, 3.3539, 10.2093
O, 8.4608, 5.9253, 9.2093
O, 11.1476, 2.3049, 19.5326
O, 5.4118, 7.6059, 10.9228
O, 11.4237, 7.6055, 18.8603
O, 7.8709, 8.2584, 10.1376
O, 10.1321, 7.1491, 10.9735
O, 9.2158, 4.1131, 14.7223
O, 8.8233, 11.4796, 20.5246
O, 10.5765, 10.5196, 11.1581
O, 8.3543, 12.2415, 15.753
O, 4.4497, 2.8867, 19.8385
O, 4.6377, 0.2429, 18.7375
O, 10.4492, 10.0851, 18.9652
O, 6.7882, 0.6987, 17.0263
O, 0.5096, 6.7392, 12.8177
O, 1.0504, 7.1315, 10.2888
O, 3.1348, 7.1782, 12.5431
O, 3.9286, 9.538, 19.808
O, 6.7864, 5.1982, 14.623
O, 0.5732, 0.9101, 16.5472
O, 1.5414, 11.7803, 17.1117
O, 5.3698, 8.3186, 13.2966
O, 2.9684, 12.367, 12.6505
O, 6.4297, 3.2031, 12.8811
O, 2.7883, 9.3089, 16.59
O, 5.9567, 7.8585, 19.8278
O, 1.9878, 6.4134, 19.7407
O, 1.4348, 9.7292, 19.1583
O, 9.4764, 9.7134, 15.4653
O, 3.0975, 8.8863, 10.1888
O, 8.9881, 9.0385, 13.0038
O, 2.1477, 7.3114, 14.9885
O, 9.1674, 3.9092, 18.7811
O, 4.7298, 7.9054, 15.7864
O, 7.2378, 1.5921, 10.8442
O, 8.0828, 6.3849, 19.1117
O, 5.9082, 5.1555, 9.6282
O, 6.977, -0.9098, 19.0721
O, 11.0581, 2.2421, 10.0754
O, 8.9708, 2.3886, 12.7111
O, 9.7048, 11.5046, 13.5451
O, 6.5889, 4.1809, 18.7528
O, 6.0417, 10.0439, 9.9523
O, 1.3492, 10.8344, 10.2734
O, 5.159, 10.4742, 14.7581
O, 1.6836, 10.9017, 14.6796
O, 11.361, 13.0867, 18.6209
O, 5.4318, 11.8558, 16.9655
O, 8.0901, 10.98, 11.3551
O, 11.3394, 5.0158, 19.662
O, 8.3618, 1.4826, 15.078
O, 2.4396, 4.043, 18.6302
O, 3.7468, 11.6863, 10.3312
O, 9.1812, 0.5807, 19.7116
O, 2.7712, 2.6442, 12.6465
O, 3.6363, 12.63, 15.1475
O, 7.9949, 4.0784, 10.9331
O, 5.1053, 0.25, 11.3298
O, 4.4576, 5.4894, 19.4643
O, 6.1932, 13.0632, 14.6843
O, 3.0682, 6.5457, 17.3626
O, 2.7705, 0.9238, 10.7205
O, 0.2845, 9.4406, 16.8243
O, 5.2257, 5.6244, 12.6278
O, 2.133, 4.9656, 13.7815
O, 6.8931, 12.6077, 9.7142

Results
free energy: -165959.020 eV
free energy less fixed offsets of B -154.04, O -568.88, Si -635.61 eV per atom: 7.560 eV

Forces (eV/angstrom), in the order of the atoms: element, x, y, z
Si, -0.0006, -0.0005, 0.0032
Si, -0.002, 0.0004, 0.004
Si, 0.001, 0.0011, 0.0028
Si, 0.0002, -0.0026, 0.0034
Si, -0.0016, -0.0033, 0.0043
Si, -0.0014, -0.0033, 0.0049
Si, -0.0011, 0.0029, 0.0042
Si, 0.0032, 0.0009, 0.0024
Si, -0.0008, 0.0029, 0.002
Si, -0.0035, 0.0034, 0.004
Si, 0.0018, 0.0002, 0.0022
Si, -0.0014, -0.0003, 0.0022
Si, -0.0009, 0.0037, -0.0003
Si, 0.0021, 0.0025, -0.0006
Si, 0.0004, 0.0015, -0.0005
Si, 0.0001, -0.0033, 0.0051
Si, -0.0006, -0.0011, -0.0017
Si, 0.0019, -0.0015, 0.0008
Si, 0.0032, -0.0017, 0.0007
Si, -0.0015, -0.0009, 0.0007
Si, -0.0005, 0.0008, 0.0021
Si, 0.002, -0.0027, 0.0008
Si, 0.0003, -0.0014, 0
Si, 0.0001, 0, -0.0008
Si, 0.0051, -0.002, -0.004
Si, -0.0066, -0.0017, -0.006
Si, -0.0011, -0.0038, -0.0035
B, -0.0194, 0.0229, -0.0153
Si, -0.0069, 0.0088, -0.0082
Si, 0.0046, 0.0086, -0.0093
Si, -0.0079, -0.0046, -0.0099
Si, 0.0043, -0.0051, -0.0063
Si, 0.0001, -0.001, -0.0085
Si, -0.0002, -0.002, -0.0051
Si, 0.0009, -0.002, -0.0061
Si, -0.0017, -0.0026, -0.0055
Si, 0, 0.004, 0.0053
Si, 0.0058, 0.0032, 0.0072
Si, -0.0033, 0.0038, 0.0064
Si, -0.0102, -0.0087, 0.002
Si, 0.0295, -0.0178, 0.0092
Si, 0.0017, -0.0108, 0.0106
Si, 0.0028, 0, 0.0041
Si, -0.0025, -0.0001, 0.0053
Si, 0.0035, 0.0005, 0.0046
Si, 0.0044, 0.0037, 0.0076
Si, -0.0035, 0.0037, 0.0083
Si, 0.0003, 0.0029, 0.0051
Si, 0.0001, -0.0019, 0.0004
Si, 0.0003, -0.0019, 0.0014
Si, -0.0017, -0.0019, 0.002
Si, 0.0041, 0.0014, 0.0063
Si, -0.0043, 0.0018, 0.007
Si, -0.0011, -0.0006, 0.0016
Si, -0.0001, -0.0037, 0.0039
Si, -0.0012, -0.0013, 0.0003
Si, 0.0004, -0.0023, 0.0007
Si, -0.0005, 0.0007, 0.0006
Si, 0.0012, -0.0001, -0.0005
Si, 0.0001, 0.0002, 0.0013
Si, 0.0017, 0.0021, -0.0007
Si, -0.0015, 0.003, -0.0033
Si, 0.001, 0.0028, -0.0024
Si, -0.0018, 0.0001, -0.0005
Si, 0.0044, -0.0017, -0.0047
Si, -0.0012, -0.0018, -0.0043
Si, -0.0003, 0.0012, -0.0017
Si, 0.001, 0.0022, -0.0006
Si, 0.0004, 0.0012, -0.0027
Si, 0.0001, 0.0014, -0.0031
Si, -0.0011, -0.0005, -0.0026
Si, 0.0004, 0.0002, -0.0018
Si, -0.0008, -0.0005, -0.002
Si, 0.0009, -0.0012, 0
Si, 0.0005, 0, -0.0009
Si, -0.0003, 0.0014, -0.0014
Si, -0.0002, 0.0013, 0.001
Si, 0.001, 0.0009, 0.001
Si, 0.0011, -0.0003, -0.0016
Si, -0.0001, -0.0003, -0.0023
Si, -0.0012, -0.0009, -0.0015
Si, 0.0003, -0.0006, -0.0002
Si, -0.0002, 0.0005, -0.0011
Si, 0.0001, 0.0006, -0.0014
Si, 0.0006, -0.0012, 0.0004
Si, -0.0011, -0.0008, 0.0008
Si, -0.0003, -0.0019, -0.0016
Si, -0.0003, -0.0002, 0.002
Si, 0.0006, 0.0009, 0.0016
Si, -0.0001, 0.0003, 0.0013
Si, -0.0006, -0.0006, 0.001
Si, 0.0003, -0.0006, -0.0003
Si, 0.0004, -0.0005, 0.0006
Si, -0.0006, 0.0017, 0.0004
Si, -0.0008, 0.0007, 0.0012
Si, 0.0008, 0.0006, 0.0012
Si, 0.0001, 0.0013, 0
Si, 0.0004, 0.0006, 0.0002
Si, 0.0006, 0.0019, 0.0009
Si, -0.0008, -0.0008, -0.0008
Si, -0.0003, -0.0018, 0.0003
Si, 0.0005, -0.0015, 0.0002
Si, 0.0002, 0.0004, -0.0001
Si, -0.0001, 0.0005, 0.0005
Si, 0, 0.0004, 0.0007
Si, 0.0006, -0.0017, 0.0003
Si, 0.0009, -0.0002, 0.0004
Si, 0, -0.0001, 0
Si, 0.0009, 0.0001, -0.0015
Si, -0.0014, -0.0023, -0.0022
Si, -0.0004, -0.0027, -0.002
Si, 0.0004, 0.0008, -0.0028
Si, 0.0015, 0.0019, -0.0018
Si, -0.0011, 0.0016, -0.0016
Si, 0, -0.0007, -0.0019
Si, -0.0001, -0.0005, -0.0022
Si, -0.0004, 0.0003, -0.0019
Si, -0.0002, 0.0003, -0.0028
Si, 0.0002, 0.0011, -0.0015
Si, -0.0011, 0.0009, -0.0024
O, -0.0003, -0.0007, 0.0034
O, 0.001, 0.0008, 0.0028
O, -0.0008, -0.0002, 0.0023
O, -0.0003, -0.0006, 0.0037
O, 0.0001, 0.0004, 0.0034
O, 0.0007, 0.0003, 0.0035
O, 0.0001, -0.0002, 0.0047
O, 0.0003, -0.0001, 0.0039
O, 0.0003, -0.0008, 0.0046
O, 0.0001, 0.0003, 0.0043
O, -0.0001, -0.0001, 0.0045
O, 0.0003, 0, 0.0043
O, -0.0004, 0.0002, -0.0042
O, 0.0012, 0.0014, -0.0035
O, 0.0001, 0.0007, -0.0029
O, -0.0004, 0.0015, -0.0044
O, -0.0008, -0.0005, -0.0036
O, 0.0009, 0, -0.006
O, 0.0004, -0.0009, -0.0039
O, -0.0002, -0.0005, -0.0054
O, 0, 0.0004, -0.0049
O, 0.0012, -0.002, -0.0048
O, 0.0004, -0.0007, -0.0045
O, -0.0008, 0.0013, -0.0047
Si, -0.0005, -0.0004, -0.0025
Si, -0.0005, -0.0006, 0.003
Si, -0.0006, 0.0004, -0.0045
Si, 0, 0.0009, 0.0051
Si, -0.0001, -0.0004, -0.0048
Si, 0.0007, -0.0002, 0.005
Si, 0.0001, -0.0004, 0.0045
Si, -0.0005, 0.0001, 0.0039
Si, 0.0005, 0.0005, 0.0052
Si, -0.0002, -0.0009, 0.0026
Si, -0.0003, -0.0007, 0.004
Si, -0.0002, 0.0001, -0.0004
Si, 0, 0.0005, -0.003
Si, 0.0004, 0.0001, 0.0019
Si, -0.0005, 0.0001, 0.005
Si, 0.0005, -0.0002, -0.0026
Si, -0.0006, -0.0005, -0.0003
Si, -0.0001, -0.0001, -0.0042
Si, 0.0003, -0.0003, 0.005
Si, -0.0003, -0.0001, 0.0054
Si, -0.0001, -0.0004, -0.0048
Si, 0.0002, 0, -0.0004
Si, -0.0003, 0.0001, -0.0041
Si, -0.0008, 0.0007, 0.0048
Si, 0, 0.0001, -0.0008
Si, -0.0001, -0.0001, 0.002
Si, 0.0002, 0.0002, 0.0008
Si, -0.0001, 0.0001, -0.0007
Si, -0.0001, -0.0001, -0.0008
Si, -0.0002, 0, 0.0036
Si, -0.0003, -0.0001, -0.0037
Si, 0.0003, 0.0005, -0.0039
Si, 0.0001, 0.0002, 0.0001
Si, 0.0003, 0.0002, -0.0027
Si, 0, -0.0012, 0.0038
Si, 0.0001, 0.0001, -0.0046
Si, 0.0001, -0.0003, -0.004
Si, -0.0004, -0.0003, -0.0052
Si, -0.0002, 0.0001, -0.0028
Si, -0.0004, 0.0002, 0.0044
Si, -0.0005, -0.001, 0.0041
Si, -0.0002, 0.0001, 0.0024
Si, 0.0004, -0.0005, -0.0047
Si, 0.0006, -0.0002, 0.0051
Si, -0.0001, -0.0001, 0.0015
Si, -0.0008, 0.0005, 0.0046
Si, -0.0001, 0.0003, -0.0028
O, -0.0002, 0.0003, 0.0015
O, 0, 0, -0.0003
O, 0, -0.0004, 0.0016
O, 0.0002, -0.0004, -0.0009
O, 0.0001, -0.0002, -0.0015
O, 0.0002, 0.0005, -0.0026
O, 0, 0.0002, -0.0017
O, -0.0002, 0, -0.0005
O, -0.0001, -0.0001, -0.0002
O, -0.0002, -0.0001, 0.0001
O, -0.0004, -0.001, 0.0018
O, 0, 0, -0.0002
O, 0.0001, 0.0007, 0.0015
O, -0.0004, -0.0001, -0.001
O, -0.0001, 0.0002, -0.0004
O, 0.0002, -0.0006, 0.0025
O, 0, 0.0004, 0.0015
O, -0.0002, 0, -0.0015
O, -0.0005, -0.0005, 0.0024
O, 0.0002, 0.0006, -0.0007
O, -0.0003, 0, 0.0012
O, 0.0006, -0.0001, 0.0015
O, 0.0002, -0.0001, -0.0003
O, 0.0002, -0.0001, -0.0018
O, -0.0004, -0.0004, 0.0017
O, -0.0003, 0.0002, -0.001
O, 0, 0.0002, -0.0017
O, 0.0012, -0.0002, -0.0022
O, 0.0002, -0.0001, -0.0015
O, 0.0003, 0.0001, -0.0018
O, 0.0004, 0, 0.001
O, -0.0006, -0.0003, 0.0017
O, 0, -0.0002, 0.0009
O, -0.0003, 0.0001, -0.0015
O, 0, 0.0001, -0.0001
O, 0.0001, 0.0004, -0.0016
O, 0.0004, -0.0004, -0.0017
O, -0.0001, 0.0003, 0.0008
O, -0.0005, -0.0002, 0.0014
O, -0.0002, 0.0002, 0.0009
O, 0.0001, 0.0001, -0.0012
O, 0.0012, -0.0006, -0.0015
O, -0.0002, 0.0003, -0.0015
O, -0.0008, -0.0002, -0.0023
O, -0.0001, 0, -0.0003
O, 0.0002, -0.0001, 0.0017
O, -0.0001, -0.0002, 0.0009
O, -0.0002, -0.0001, -0.0005
O, -0.0005, 0.0004, -0.0017
O, 0.0004, 0.0003, -0.0006
O, 0.0002, 0.0004, 0.0017
O, 0.0002, -0.0009, -0.0017
O, -0.0001, 0, 0.0013
O, -0.0009, -0.0001, -0.0023
O, 0.0001, 0, 0.0016
O, 0.0002, 0, 0.001
O, 0, 0.0001, 0.0008
O, 0.0012, 0.0006, -0.0019
O, -0.0002, 0.0002, 0.0016
O, 0.0002, 0, 0.0015
O, 0.0001, -0.0002, -0.0002
O, 0, 0.0001, -0.0004
O, 0.0006, -0.001, -0.0029
O, -0.0002, -0.0004, -0.002
O, 0.0006, -0.0001, 0.002
O, 0.0006, 0.0007, -0.0015
O, 0.0002, 0.0001, -0.0003
O, 0.0002, 0.0009, -0.0014
O, 0, 0.0007, 0.0023
O, 0, -0.0002, -0.0015
O, 0, 0.0002, 0.0015
O, -0.0001, 0.0001, -0.0002
O, -0.0001, -0.0008, 0.0022
O, -0.0006, -0.0002, 0.0013
O, -0.001, -0.0001, -0.0019
O, -0.0001, -0.0001, -0.0005
O, 0.0001, 0.0015, -0.0023
O, 0.0001, -0.0002, 0.0012
O, 0.0005, 0.0004, -0.002
O, 0, 0.0002, 0.0011
O, 0, -0.0002, 0.0003
O, -0.0001, 0.0004, 0.0019

The program warned: the cutoff lies below the one the program advises for these potential files; the exchange-correlation potential is rough where the density is thin.
